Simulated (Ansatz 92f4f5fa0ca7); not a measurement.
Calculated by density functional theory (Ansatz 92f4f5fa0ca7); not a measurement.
Periodic cell of 226 atoms, Si133O92As1, from a study of silicon, its oxide and their interface. The atomic structure is a simulated model.
Doubt: the cutoff is far below the 930 eV that the study's wrapper takes by default for these files, so forces and energies are approximate.
This geometry differs little from another in the collection (a relaxation step or a small displacement).

Settings: functional PBE; potential files Ansatz PAW; basis plane waves; wave-function cutoff 580 eV; density cutoff ratio 5; exchange-correlation grid ratio 1; k mesh 1 x 1 x 1, Gamma-centred; self-consistency stop 5e-08 eV per atom in the density residual; occupations fixed; spin none; net charge +1 e, with a uniform compensating background and no finite-size correction.

Cell vectors (angstrom)
a  10.938  0  0
b  0  10.938  0
c  0  0  31.9494

Atoms: element, x, y, z (angstrom)
Si  10.6255  -0.0005  24.4069
Si  5.0774  0.1202  24.6566
Si  2.82  2.2914  24.5225
Si  8.5705  2.4383  24.5518
Si  10.7097  5.5861  24.3244
Si  5.157  5.6133  24.4374
Si  2.988  7.9566  24.3949
Si  8.4158  7.8298  24.4073
Si  1.29  1.1285  25.8325
Si  6.8174  1.3283  25.7287
Si  3.9837  4.0112  25.721
Si  9.6889  4.0218  25.8444
Si  1.3374  6.7966  25.6586
Si  6.8032  6.7192  25.7422
Si  4  9.4644  25.952
Si  9.4814  9.4402  25.7916
Si  2.6325  -0.1361  27.2812
Si  8.1403  -0.068  27.135
Si  0.0769  2.6517  27.2045
Si  5.4519  2.7213  27.0965
Si  2.6645  5.4173  27.0979
Si  8.192  5.3677  27.1252
Si  0.01  8.1515  27.1205
Si  5.512  8.1372  27.1746
Si  4.0868  1.3265  28.4785
Si  9.5436  1.3136  28.5013
Si  1.3846  4.0697  28.554
Si  6.8072  4.0579  28.5118
Si  4.0795  6.7742  28.4835
Si  9.5585  6.7794  28.4733
Si  1.2897  9.4772  28.6188
Si  6.8273  9.5323  28.5526
Si  -0.0443  -0.0287  29.9272
Si  5.4498  -0.014  29.8783
Si  2.7722  2.7135  29.8808
Si  8.1866  2.7082  29.8685
Si  -0.0181  5.4408  29.884
Si  5.4637  5.447  29.881
Si  2.73  8.1414  29.9039
Si  8.2254  8.1722  29.8745
Si  1.3586  1.393  31.2375
Si  6.8306  1.3482  31.2467
Si  4.0972  4.0931  31.2633
Si  9.5453  4.0861  31.248
Si  1.3513  6.8091  31.2701
Si  6.8311  6.8423  31.2402
Si  4.1033  9.551  31.2486
Si  9.5501  9.5404  31.2882
Si  2.6945  -0.0225  0.6351
Si  8.2051  0.0139  0.674
Si  0.0003  2.7532  0.6776
Si  5.5228  2.786  0.6627
Si  2.7384  5.4687  0.6787
Si  8.2058  5.493  0.663
Si  0.0133  8.2081  0.7051
Si  5.4807  8.2186  0.6859
As  4.0991  1.3881  2.0717
Si  9.6  1.3613  2.0368
Si  1.3468  4.1528  2.046
Si  6.8503  4.1655  2.0671
Si  4.0942  6.856  2.0363
Si  9.5762  6.8442  2.0703
Si  1.3632  9.6116  2.0818
Si  6.8418  9.6215  2.0411
Si  0.0193  0.0451  3.4795
Si  5.5232  0.0097  3.5076
Si  2.6768  2.8184  3.4551
Si  8.2678  2.7894  3.3449
Si  0.0276  5.5232  3.4872
Si  5.4736  5.545  3.4319
Si  2.7433  8.2393  3.4014
Si  8.2437  8.2923  3.3961
Si  1.367  1.4459  4.8661
Si  6.921  1.5039  4.746
Si  4.0801  4.1716  4.7749
Si  9.602  4.0869  4.7929
Si  1.3657  6.9842  4.8502
Si  6.8408  6.9989  4.74
Si  4.0809  9.5701  4.8108
Si  9.6221  9.582  4.851
Si  2.7577  0.0389  6.1553
Si  8.2935  0.1239  6.0992
Si  0.0153  2.8086  6.3213
Si  5.5151  2.845  6.0895
Si  2.749  5.6013  6.1461
Si  8.2558  5.6073  5.9621
Si  0.0472  8.312  6.3829
Si  5.5052  8.3091  6.237
Si  4.4204  1.1899  7.3409
Si  9.8087  1.157  7.6348
Si  1.1783  4.512  7.5194
Si  6.649  4.5536  7.2567
Si  4.3221  6.7118  7.5511
Si  9.7248  6.6216  7.5106
Si  1.2773  9.9428  7.7145
Si  6.7212  9.9762  7.4267
O  9.587  1.241  23.9785
O  4.1058  6.8056  23.944
O  4.0113  1.2355  24.0322
O  9.5349  6.6974  23.8975
O  -0.0289  5.5528  8.0139
O  5.5709  0.1378  7.9167
O  0.0703  0.0959  8.1447
O  5.5362  5.6221  7.8765
O  7.6159  3.9622  8.4262
O  8.7182  7.0572  8.7579
O  2.1846  9.4639  9.0372
O  8.8908  1.6843  8.924
O  7.6333  9.4842  8.7049
O  3.5892  1.8341  8.5911
O  3.5749  7.2301  8.9415
O  2.0698  4.0249  8.8201
O  8.1382  3.4995  23.3635
O  0.4538  4.9311  22.9507
O  1.8951  2.7412  23.2452
O  5.8313  4.9087  23.1117
O  5.526  9.9738  23.5111
O  2.4478  8.6991  23.0209
O  0.1921  10.0626  23.0854
O  7.7854  8.5703  23.0703
Si  8.6606  7.6975  18.4391
Si  8.7886  6.363  13.6374
Si  3.7956  1.542  14.7462
Si  2.1406  5.7503  17.6286
Si  2.4195  3.1428  19.4851
Si  9.8183  9.0363  12.088
Si  1.3334  9.4219  22.0661
Si  9.175  0.9676  13.1995
Si  1.4236  5.058  13.0353
Si  1.7954  8.2578  12.8279
Si  6.6466  9.5478  22.4185
Si  4.5298  4.6038  15.7144
Si  8.2147  3.0293  9.5982
Si  0.8427  8.2451  19.258
Si  6.9499  1.3466  21.0885
Si  8.232  8.3234  9.6881
Si  10.8901  5.2084  15.6131
Si  7.5717  9.5028  16.3202
Si  9.9314  2.0548  20.2933
Si  3.219  8.5172  9.9296
Si  6.6984  3.3429  17.4052
Si  1.1677  0.2108  19.7968
Si  3.2352  2.8185  12.3131
Si  7.2215  5.3902  19.6762
Si  5.7491  8.6774  11.5571
Si  5.787  6.0788  13.2098
Si  4.6354  9.7025  17.6245
Si  1.022  3.5953  22.1635
Si  4.8988  1.4811  18.7969
Si  3.1966  3.092  9.5352
Si  6.4536  10.8277  13.7985
Si  10.3522  0.1189  15.9731
Si  5.6623  3.6651  11.1658
Si  9.8479  3.9036  11.9148
Si  2.3448  9.9252  15.5525
Si  6.0762  8.1146  19.7954
Si  6.9367  3.9714  22.3638
Si  9.7551  2.7779  17.3632
O  7.1982  6.3839  13.9776
O  1.8852  7.0592  18.6793
O  10.2873  4.0435  16.5321
O  6.1674  9.9592  17.0549
O  10.1503  0.7017  14.467
O  8.4482  6.114  18.8516
O  5.1737  0.6928  14.4386
O  5.7188  2.051  17.5172
O  8.3493  1.9381  20.5608
O  1.9922  4.3002  18.4026
O  6.964  2.8123  10.6396
O  4.8709  2.7104  12.2206
O  6.0334  4.3932  16.3471
O  4.5694  3.9222  9.9364
O  10.6883  2.7726  21.5548
O  9.7271  6.1668  14.9696
O  6.0089  6.4789  19.8372
O  4.0825  0.1668  18.2828
O  9.2583  10.5577  12.2696
O  2.8565  4.3626  12.7128
O  1.9122  10.7077  21.2091
O  3.9964  2.7201  19.3806
O  0.7309  10.0422  15.9639
O  1.2789  9.8029  18.8354
O  1.7111  1.6661  19.2692
O  8.9419  10.395  16.5009
O  4.8743  8.5769  18.7901
O  9.5835  8.7544  10.4891
O  6.7534  4.0774  18.8564
O  2.8431  1.7192  13.4156
O  5.8238  8.7632  21.2633
O  2.5432  2.4528  10.8843
O  7.6212  4.8485  21.1685
O  5.211  7.4841  12.5588
O  0.4357  9.0724  12.5035
O  7.5831  1.0645  13.5753
O  7.1132  9.6401  14.7464
O  8.979  5.0351  12.6989
O  8.0955  8.0396  16.9118
O  6.2152  2.5704  21.9049
O  2.4627  9.0719  14.1133
O  0.4301  4.4947  11.866
O  0.817  8.3152  20.9337
O  9.3965  3.8372  10.352
O  9.6585  2.388  12.5299
O  7.6214  8.5579  19.3956
O  2.5521  8.1736  11.3728
O  3.9774  3.0634  15.3797
O  0.831  4.4887  14.4415
O  10.0471  2.9966  18.9574
O  9.1443  7.8078  12.9443
O  10.5148  0.5349  20.0765
O  6.0314  5.0513  11.9372
O  8.1561  2.7395  17.0079
O  3.5397  5.4836  16.7328
O  4.6728  9.1332  10.3849
O  1.5351  6.6787  13.1864
O  4.7614  5.4938  14.3476
O  2.0534  3.8506  20.9212
O  10.556  1.4152  16.9464
O  0.9528  6.0752  16.5534
O  7.3273  10.9497  21.9428
O  5.9333  0.91  19.9147
O  6.0665  10.0378  12.4093
O  2.8491  0.5474  15.6125
O  7.0525  8.0242  10.7795
O  10.2457  8.0166  18.6893
O  3.4467  9.195  16.5794

Results
free energy: -141734.097 eV
free energy less fixed offsets of As -4856.12, O -568.88, Si -635.61 eV per atom: -4.887 eV

Forces (eV/angstrom), in the order of the atoms: element, x, y, z
Si  0.0012  0.0093  -0.0058
Si  -0.0028  0.0005  0.0066
Si  0.0015  -0.0079  -0.0026
Si  0.0057  0.0016  0.0091
Si  -0.0118  -0.0039  0.0039
Si  0.0051  0.0121  0.0023
Si  0.0067  -0.0008  0.0095
Si  0.0033  -0.0135  -0.0093
Si  0.0007  0.0015  0.0142
Si  0  -0.0042  0.0027
Si  -0.0028  -0.0015  0.006
Si  0.006  -0.001  0.0103
Si  0.0071  -0.0022  0.0015
Si  -0.0017  0.0005  0.0147
Si  0.0094  -0.0055  0.0078
Si  0.0039  -0.0001  0.0089
Si  -0.003  0.0009  -0.0025
Si  -0.0082  0.0001  0.0064
Si  -0.004  0.0014  -0.0036
Si  0.0071  0.0033  0.0006
Si  -0.0036  0.0025  0.0045
Si  0.0025  0.0018  -0.0099
Si  -0.0067  -0.0024  -0.0006
Si  -0.0073  -0.0016  -0.0048
Si  -0.0048  -0.0007  0.0037
Si  0.0031  0.002  0.0002
Si  0.0036  -0.0023  0.0005
Si  -0.0055  -0.0003  0.002
Si  0.0012  0.0004  -0.0023
Si  -0.0004  0.0002  -0.0032
Si  -0.0004  0.0022  0.0136
Si  0.0036  0.0011  -0.0003
Si  -0.0079  -0.0025  0
Si  0.0047  -0.0007  0.0001
Si  0.0015  0.0057  -0.0004
Si  -0.0001  -0.0077  0.0009
Si  0.0051  -0.0033  0.0008
Si  -0.0059  -0.0026  0
Si  -0.001  -0.0073  -0.0006
Si  -0.0017  0.0073  0.0019
Si  0.005  -0.002  -0.0014
Si  0.0018  0.0044  0.0031
Si  0.0031  -0.0004  0.0005
Si  -0.0021  0.0021  -0.0017
Si  0.0026  0.003  -0.0003
Si  0.0027  -0.0037  -0.0005
Si  -0.0035  0.0054  0.0004
Si  0.0039  0.0019  -0.0007
Si  -0.0027  -0.0026  0.0015
Si  -0.0027  -0.0005  -0.0004
Si  -0.003  -0.0019  0.0014
Si  0.0027  0.0013  -0.0027
Si  0.0001  -0.0001  -0.0001
Si  -0.0036  -0.0011  0.006
Si  -0.0027  -0.0008  0.0032
Si  0.0007  -0.0017  0.001
As  0  -0.0014  0.0032
Si  -0.0063  0.004  -0.0017
Si  0.006  0.0016  0.004
Si  0.0017  0.0028  -0.0061
Si  -0.002  -0.0038  -0.0002
Si  -0.0006  0.0011  0.004
Si  0.0004  0.0013  -0.0046
Si  0.0041  0.0064  0.0039
Si  0.0075  -0.0058  0.0039
Si  -0.0007  -0.0037  -0.0066
Si  0.0022  -0.0018  -0.0007
Si  -0.0074  -0.0056  -0.0025
Si  -0.0096  0.0003  0.0036
Si  -0.0001  -0.0053  -0.0039
Si  -0.0071  0.0054  0.0034
Si  -0.001  -0.0066  -0.0092
Si  -0.0058  0.0033  0.0044
Si  0.015  -0.0072  -0.0097
Si  -0.0099  0.0061  0.0055
Si  0.0198  0.0032  0.0024
Si  0.0087  -0.0105  -0.0023
Si  -0.0021  0.0204  0.0017
Si  0.0112  -0.0065  -0.0046
Si  -0.0113  0.0139  -0.0004
Si  -0.0092  0.0043  -0.0178
Si  0.0012  0.0009  -0.0051
Si  -0.0045  -0.0039  -0.0082
Si  -0.0022  0.0135  -0.0128
Si  0.0078  -0.0012  -0.0123
Si  -0.0031  -0.0066  -0.0151
Si  0.0015  -0.0018  -0.0166
Si  0.0008  -0.0045  -0.0068
Si  0.0046  -0.0052  0.0269
Si  -0.0018  0.0066  -0.0146
Si  -0.0019  -0.0041  -0.0138
Si  -0.0109  0.0071  0.0147
Si  0.0028  0.0004  -0.0204
Si  0.0071  -0.0082  0.0181
Si  -0.0029  0.0137  0.0349
Si  0.0014  0.0002  -0.0169
O  -0.0042  -0.0095  -0.0023
O  -0.0078  -0.0034  -0.0024
O  0.0006  0.0029  0.0014
O  0.0016  0.0041  0.0043
O  -0.0045  0.0138  0.0014
O  -0.0031  0.0007  -0.004
O  0.012  -0.0131  -0.0059
O  0.0067  -0.0032  0.0037
O  0.0068  -0.0108  0.0165
O  -0.006  0.0093  0.0066
O  0.0017  -0.0047  -0.0044
O  -0.0107  0.0081  0.0134
O  0.0113  -0.0146  0.0232
O  -0.0056  0.0064  0.0052
O  -0.0107  0.0138  0.0235
O  0.011  -0.0083  0.0137
O  -0.0117  0.01  -0.0165
O  0.0073  -0.0083  -0.0076
O  -0.0119  0.0112  -0.0159
O  0.0084  -0.0091  -0.0077
O  0.0113  -0.0089  -0.0164
O  -0.0104  0.0087  -0.0142
O  0.0082  -0.0063  -0.0087
O  -0.008  0.0087  -0.0027
Si  0  -0.0001  -0.0088
Si  -0.0024  0.0005  0.0105
Si  -0.0013  0.0011  0.004
Si  -0.0025  -0.0019  -0.0057
Si  -0.0057  0.0023  -0.005
Si  -0.0014  -0.001  0.006
Si  0.0009  0.0001  0.0208
Si  -0.0004  0.0024  0.0103
Si  0.0035  -0.0007  0.0129
Si  0.0037  -0.0003  0.0029
Si  0.0005  -0.0003  0.0163
Si  0.001  0.0029  -0.0001
Si  -0.0034  -0.0089  -0.0237
Si  0.0011  0.0059  -0.0029
Si  0.0039  0.0003  -0.0018
Si  -0.0043  0.0012  -0.0231
Si  0.0007  0.0006  -0.0005
Si  -0.0005  -0.0021  -0.0012
Si  -0.001  0.001  -0.0041
Si  -0.0053  -0.0087  -0.0274
Si  -0.0005  0.0011  -0.0024
Si  0.0013  -0.0031  -0.0081
Si  0.0033  -0.002  0.0033
Si  0.0016  -0.0054  -0.0037
Si  0.0019  -0.0021  0.0008
Si  0.0013  -0.0001  0.0068
Si  -0.0014  -0.0013  -0.0035
Si  0.0036  0.006  0.0218
Si  0.0036  -0.0008  -0.0069
Si  -0.0068  0.0009  -0.0202
Si  -0.0004  -0.0011  0.0057
Si  0.002  0.0033  -0.0018
Si  0.0029  -0.0062  0.0002
Si  -0.0053  -0.0032  0.0027
Si  0  -0.0025  -0.0005
Si  -0.0009  0.0045  -0.0041
Si  -0.0004  0.0011  0.0164
Si  0.0018  0.0009  0.0006
O  0.0021  0.0002  -0.0054
O  0.0022  -0.0049  0.0053
O  -0.0004  -0.0005  0.0012
O  0.0022  -0.0013  0.0003
O  0.0032  -0.0031  0.0007
O  0.0022  0.0025  0.0056
O  -0.0015  0.0007  -0.0036
O  0.0017  0.0014  0.0012
O  0.0053  0.0003  0.0063
O  0.0011  0.0059  0.0013
O  -0.0103  0.0028  0.0014
O  -0.0053  -0.0022  -0.0029
O  0.0008  0.0001  -0.0005
O  0.0089  0.0011  0.0023
O  -0.009  -0.0088  -0.0023
O  0.004  -0.002  0.0005
O  0.0005  0.0003  0.0077
O  0.0006  -0.0023  0.0055
O  0  0.0051  -0.0069
O  -0.0044  0.0044  -0.0077
O  -0.0005  0.0079  -0.0045
O  0.0023  -0.0017  0.0075
O  -0.0005  0.0002  -0.0009
O  0.0002  -0.0019  0.0037
O  0.0018  0.0011  0.007
O  -0.0011  -0.0013  0.0015
O  -0.0031  0.0022  0.002
O  0.0094  0.0044  0.008
O  -0.0009  -0.0045  0.0019
O  0.0004  -0.0035  -0.001
O  -0.0043  -0.0111  -0.0105
O  -0.0004  -0.0025  0.0116
O  0.003  0.0099  -0.0103
O  -0.0001  -0.0054  -0.0036
O  0.0033  -0.0004  -0.0082
O  -0.0015  -0.0014  -0.0072
O  0.0023  -0.0016  0.0007
O  -0.0018  0.0071  -0.0039
O  -0.0015  0.0027  -0.0015
O  -0.0001  -0.0096  0.0012
O  0.0016  0.0054  0.0022
O  0.0042  0.0024  -0.0064
O  -0.0028  -0.0076  -0.0098
O  0.0116  0.007  0.0097
O  -0.0001  -0.0055  -0.0058
O  0.004  -0.0016  0.0072
O  -0.0118  -0.0006  0.0165
O  0.0006  0.0011  -0.0016
O  -0.0034  -0.0007  0.0002
O  -0.0004  0.0034  -0.0036
O  -0.0014  -0.0059  -0.0046
O  0.0018  -0.0011  0.0075
O  0  0.0115  0
O  -0.0009  -0.0001  0.0013
O  0.0007  0  0.0016
O  0.0102  0.0003  0.0026
O  -0.0015  -0.0021  -0.0086
O  -0.0024  -0.0036  -0.0001
O  0.0092  -0.0034  -0.0098
O  0.0002  -0.0009  0.0015
O  -0.0001  0  0.0011
O  0.0005  0.0097  0.0011
O  -0.0101  -0.0012  -0.0024
O  0.0034  0.0093  0.0003
O  -0.0009  -0.0012  -0.0008
O  -0.0131  0.0006  0.0039
O  -0.004  -0.0023  0.006
O  0.0007  -0.0003  0.0001

The program warned: the cutoff lies below the one the program advises for these potential files; the forces do not sum to zero within the program's tolerance; the exchange-correlation potential is rough where the density is thin.
